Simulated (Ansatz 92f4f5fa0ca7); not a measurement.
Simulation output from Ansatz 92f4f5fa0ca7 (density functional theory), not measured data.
Periodic cell of 226 atoms, Si134O92, from a study of silicon, its oxide and their interface. The atomic structure is a simulated model.
Doubt: the cutoff is far below the 930 eV that the study's wrapper takes by default for these files, so forces and energies are approximate.

Settings
functional: PBE
potential files: Ansatz PAW
basis: plane waves
wave-function cutoff: 580 eV
density cutoff ratio: 5
exchange-correlation grid ratio: 1
k mesh: 1 x 1 x 1, Gamma-centred
self-consistency stop: 5e-08 eV per atom in the density residual
occupations: fixed
spin: none
net charge: 0

Cell vectors (angstrom)
a	10.938	0	0
b	0	10.938	0
c	0	0	32.4806

Atoms: element, x, y, z (angstrom)
Si	0.2471	-0.3362	24.8359
Si	5.5859	-0.2371	24.9998
Si	2.5937	2.9356	24.8663
Si	8.3293	2.9812	23.9685
Si	0.5496	5.3484	24.8342
Si	4.8638	5.9116	25.0196
Si	3.176	7.6191	25.1769
Si	7.5762	8.24	24.6306
Si	1.3952	1.3248	26.1482
Si	6.8199	1.251	26.2707
Si	4.1333	4.0533	26.2883
Si	10.0839	3.9889	26.0107
Si	1.4513	6.7604	26.4439
Si	6.5765	6.8645	26.2616
Si	4.0359	9.4982	26.2926
Si	9.8083	9.5187	26.353
Si	2.7185	-0.0061	27.6277
Si	8.2903	-0.0261	27.6323
Si	0.0971	2.6196	27.6725
Si	5.5343	2.7051	27.6413
Si	2.799	5.3708	27.7548
Si	8.0037	5.6058	27.6782
Si	0.0705	8.1443	27.7589
Si	5.4219	8.2572	27.7372
Si	4.1018	1.3673	29.0623
Si	9.5708	1.3673	29.0623
Si	1.3673	4.1018	29.0623
Si	6.8362	4.1018	29.0623
Si	4.1018	6.8362	29.0623
Si	9.5708	6.8362	29.0623
Si	1.3673	9.5708	29.0623
Si	6.8362	9.5708	29.0623
Si	0	0	30.4296
Si	5.469	0	30.4296
Si	2.7345	2.7345	30.4296
Si	8.2035	2.7345	30.4296
Si	0	5.469	30.4296
Si	5.469	5.469	30.4296
Si	2.7345	8.2035	30.4296
Si	8.2035	8.2035	30.4296
Si	1.3673	1.3673	31.7968
Si	6.8362	1.3673	31.7968
Si	4.1018	4.1018	31.7968
Si	9.5708	4.1018	31.7968
Si	1.3673	6.8362	31.7968
Si	6.8362	6.8362	31.7968
Si	4.1018	9.5708	31.7968
Si	9.5708	9.5708	31.7968
Si	2.7345	0	0.6835
Si	8.2035	0	0.6835
Si	0	2.7345	0.6835
Si	5.469	2.7345	0.6835
Si	2.7345	5.469	0.6835
Si	8.2035	5.469	0.6835
Si	0	8.2035	0.6835
Si	5.469	8.2035	0.6835
Si	4.1018	1.3673	2.0507
Si	9.5708	1.3673	2.0507
Si	1.3673	4.1018	2.0507
Si	6.8362	4.1018	2.0507
Si	4.1018	6.8362	2.0507
Si	9.5708	6.8362	2.0507
Si	1.3673	9.5708	2.0507
Si	6.8362	9.5708	2.0507
Si	0	0	3.418
Si	5.469	0	3.418
Si	2.7345	2.7345	3.418
Si	8.2035	2.7345	3.418
Si	0	5.469	3.418
Si	5.469	5.469	3.418
Si	2.7345	8.2035	3.418
Si	8.2035	8.2035	3.418
Si	1.3364	1.4209	4.7648
Si	6.8006	1.3923	4.8092
Si	4.0385	4.1458	4.7715
Si	9.5565	4.1258	4.8363
Si	1.3494	6.8514	4.8391
Si	6.8272	6.8547	4.7408
Si	4.0756	9.6126	4.8215
Si	9.5812	9.5604	4.705
Si	2.6653	0.0928	6.1633
Si	8.237	-0.0423	6.032
Si	0.0261	2.7822	6.2049
Si	5.3623	2.7975	6.1573
Si	2.6938	5.4808	6.2432
Si	8.17	5.5515	6.1608
Si	-0.0409	8.2709	6.1484
Si	5.4809	8.2042	6.1066
Si	3.7339	1.7089	7.547
Si	9.7975	1.0917	7.3664
Si	1.5173	3.9458	7.6966
Si	6.4866	4.4589	7.4156
Si	4.3275	6.6872	7.4922
Si	9.3042	7.1609	7.5079
Si	1.076	9.8891	7.4917
Si	7.1011	9.3421	7.3991
O	5.4206	5.5646	8.0832
O	-0.065	0.0282	8.0923
O	2.6468	2.8128	8.2015
O	8.1783	8.2593	8.0957
O	1.3691	9.7889	23.8893
O	7.5063	1.9661	24.9263
O	6.662	9.6079	24.3792
O	1.7241	4.233	24.3793
O	6.3914	10.1293	8.649
O	0.8213	4.566	9.0915
O	1.7974	9.2962	8.8471
O	7.1466	3.7639	8.742
O	10.0181	6.5471	8.8587
O	4.3828	0.9446	8.8569
O	3.7868	7.4945	8.8291
O	8.9217	1.7494	8.5788
O	4.4349	1.3733	21.2201
O	9.807	3.104	24.6296
O	8.6436	4.5829	26.5214
O	5.55	3.1354	22.7466
O	9.0762	8.4926	25.2655
O	3.1233	2.3054	23.4181
O	5.2897	5.7003	23.3947
O	9.911	0.0688	23.8328
Si	4.7774	9.1783	16.084
Si	4.3743	9.4333	11.8674
Si	4.6907	14.6936	17.7249
Si	1.5572	10.1701	18.8956
Si	8.3529	7.0068	17.7199
Si	1.1291	5.0416	15.2062
Si	6.6188	6.351	20.3858
Si	4.548	1.8554	22.781
Si	-0.6716	5.334	12.8459
Si	0.1242	1.3967	20.3424
Si	5.3674	1.7548	19.9332
Si	7.8324	2.5129	9.4972
Si	9.0309	2.6439	12.1943
Si	11.1767	5.9324	9.8267
Si	-6.3645	10.0681	18.7057
Si	3.1199	8.547	20.5985
Si	9.6218	-0.3957	22.2852
Si	2.5494	8.1241	9.6922
Si	10.1375	4.5405	17.6614
Si	3.6092	5.8282	19.485
Si	6.3121	4.5798	22.7775
Si	11.412	-1.7801	14.5395
Si	2.5981	2.4782	15.6858
Si	10.2108	9.2566	17.1451
Si	2.7116	7.3992	14.9664
Si	-2.6584	1.748	21.0678
Si	7.876	5.9606	14.7256
Si	-1.2702	11.2005	13.4678
Si	10.8938	6.083	22.702
Si	7.5858	3.4084	16.405
Si	1.0509	4.2045	20.2938
Si	7.1905	1.4034	14.182
Si	5.4063	7.4385	13.7947
Si	4.2812	0.4504	14.2421
Si	8.3386	7.7545	22.4765
Si	2.0279	8.3606	23.3271
Si	5.6708	0.2854	9.6074
Si	11.2138	0.6787	15.8556
O	10.8981	0.2531	21.4902
O	-0.0626	15.5296	16.2076
O	8.2438	0.2123	21.6254
O	10.1033	10.8878	16.8487
O	4.0279	5.243	18.0003
O	3.1261	12.4904	14.4597
O	8.6256	3.1877	10.7356
O	1.0569	2.6481	20.8125
O	7.8772	4.4047	15.162
O	8.5512	2.6278	22.3973
O	9.4152	8.9558	22.0842
O	6.5359	6.2918	13.8531
O	3.1271	8.7752	11.0662
O	-7.0244	6.7954	14.0355
O	7.701	2.5262	13.1201
O	3.2401	8.4054	22.2122
O	10.0269	3.7257	12.857
O	5.0736	0.6064	23.6725
O	-0.4652	8.476	15.7125
O	-1.4034	1.9385	20.0257
O	-5.5771	9.1523	17.6027
O	8.8962	-2.3721	17.8462
O	3.7999	10.2543	13.1685
O	7.5156	4.4032	23.8807
O	7.3628	1.9296	15.7335
O	1.8469	9.541	20.3662
O	-0.4843	9.7694	13.3442
O	-0.4376	5.7706	11.3005
O	14.7034	2.8287	16.7646
O	11.7692	0.6815	19.0642
O	4.5927	10.741	15.7022
O	5.393	8.2443	12.3722
O	3.3406	8.4168	16.0639
O	0.8686	7.4617	22.6059
O	-2.0849	3.5141	17.4622
O	1.2939	1.8026	16.4454
O	4.7614	13.9988	19.1967
O	12.902	6.2717	15.8602
O	6.2026	3.8748	17.1407
O	6.7177	1.4565	10.0174
O	2.6003	4.7116	20.1376
O	5.6558	1.1454	13.7496
O	11.5332	9.124	18.1014
O	1.619	8.1569	13.999
O	0.6612	5.5451	13.7374
O	13.9714	10.3893	18.2062
O	7.2358	6.5788	18.8672
O	1.4913	6.9456	10.0102
O	1.233	10.4124	15.2796
O	5.7712	8.4763	15.0132
O	2.1431	3.825	14.9425
O	9.7201	1.1421	12.0836
O	7.1833	7.5915	21.301
O	5.4051	11.4427	18.8987
O	11.2724	5.1191	21.4258
O	4.9959	6.2069	20.2632
O	4.5178	9.2381	20.1052
O	2.8059	18.1888	19.6219
O	7.8836	6.7957	16.1536
O	9.3059	6.4293	22.5257
O	9.0855	6.1688	13.6309
O	9.6236	6.0361	18.0311
O	-0.5685	12.1952	14.5863
O	8.1084	10.9858	13.9489
O	5.1958	-0.4568	10.9599
O	6.9064	2.1037	20.3161
O	0.2567	4.1642	18.8502
O	6.9204	5.0002	21.2999

Results
free energy: -137506.841 eV
free energy less fixed offsets of O -568.88, Si -635.61 eV per atom: 1.859 eV

Forces (eV/angstrom), in the order of the atoms: element, x, y, z
Si	0.191	0.4491	-0.1972
Si	-0.2505	-0.1264	-0.256
Si	0.3357	-0.1185	-0.0547
Si	0.0012	-0.0729	-0.0811
Si	0.2419	-0.3223	0.2964
Si	-0.1581	0.0379	-0.1092
Si	0.0635	0.1315	0.1481
Si	-0.3485	0.1056	-0.278
Si	0.0263	-0.0923	-0.0496
Si	0.2392	0.1398	-0.1679
Si	-0.0294	-0.0896	-0.1889
Si	-0.0791	-0.2338	0.1727
Si	0.2547	0.1211	0.0799
Si	0.1055	0.1207	0.2834
Si	0.1281	0.0278	0.0734
Si	-0.0352	-0.1219	0.3238
Si	0.0457	0.0252	-0.0281
Si	-0.0149	-0.1648	0.1259
Si	0.0562	0.212	-0.0344
Si	-0.0571	0.088	0.1426
Si	-0.1662	-0.0025	-0.1029
Si	0.0281	-0.093	-0.2474
Si	0.0423	-0.1758	0.0463
Si	-0.029	0.1633	-0.1441
Si	0.0459	-0.0961	-0.557
Si	0.1126	-0.1424	-0.1839
Si	0.087	-0.5866	0.1632
Si	-0.2765	0.0949	0.0885
Si	0.0187	-0.0648	0.2338
Si	-0.2512	-0.2145	-0.192
Si	0.2953	0.2246	0.085
Si	0.3215	0.2135	-0.1662
Si	-0.0409	0.0381	-0.0033
Si	0.0766	0.0435	-0.0424
Si	-0.1246	0.0456	0.0592
Si	0.0703	0.0945	-0.0717
Si	-0.1895	-0.1601	-0.0303
Si	-0.0635	-0.0329	0.0622
Si	0.0049	0.0239	0.0046
Si	-0.0077	0.0871	0.0283
Si	0.0581	-0.0684	-0.001
Si	-0.0357	-0.0047	-0.0337
Si	0.0418	0.0177	0.0164
Si	0.035	-0.0491	-0.0131
Si	0.0139	0.0733	-0.0327
Si	0.0129	-0.0537	-0.0136
Si	0.0247	-0.0502	-0.0178
Si	0.0209	0.0021	0.0022
Si	-0.0176	-0.0093	0.0098
Si	-0.0412	0.0386	0.0079
Si	-0.0403	0.0587	0.006
Si	0.0233	0.024	0.0178
Si	-0.0627	-0.0263	0.0069
Si	0.0199	0.0169	0.0134
Si	-0.035	-0.0241	0.0272
Si	-0.0162	0.0602	0.0036
Si	0.0331	0.0049	0.0087
Si	0.0346	-0.0758	0.0089
Si	0.0369	-0.0434	0.0093
Si	-0.0277	-0.0303	0.0233
Si	0.0663	-0.0149	0.0098
Si	-0.0498	-0.0009	0.0004
Si	0.0504	0.0372	0.0014
Si	0.0611	-0.0326	0.0186
Si	0.1045	0.2358	-0.3524
Si	-0.1244	0.1006	0.1656
Si	-0.1126	0.1478	-0.2901
Si	-0.0463	0.1321	0.3391
Si	-0.0411	0.062	0.3409
Si	-0.1432	-0.0024	-0.1596
Si	-0.0639	0.0618	0.3806
Si	-0.0248	-0.1062	-0.5532
Si	-0.0148	0.0112	-0.0501
Si	-0.0462	0.0672	0.0036
Si	-0.0342	0.0074	0.0265
Si	-0.0371	0.0137	-0.0553
Si	-0.0186	0.0056	-0.0785
Si	0.01	0.0157	-0.0887
Si	-0.0526	0.026	-0.0313
Si	-0.0056	-0.0318	-0.0874
Si	0.0516	-0.0179	0.1578
Si	-0.0691	0.056	0.2224
Si	-0.0336	-0.0428	0.1651
Si	0.056	-0.0134	0.1745
Si	-0.003	0.0329	0.24
Si	-0.0337	-0.0433	0.168
Si	0.0596	-0.054	0.2475
Si	0.0052	0.0495	0.188
Si	-0.0108	0.0429	0.1266
Si	0.0019	-0.0579	0.2623
Si	0.0857	-0.1231	0.1291
Si	-0.0502	0.0227	0.2626
Si	0.1787	-0.1097	0.2109
Si	-0.1001	0.0969	0.2942
Si	-0.1044	0.1473	0.2478
Si	0.1081	-0.0395	0.254
O	-0.0415	-0.0061	-0.624
O	0.0521	0.0031	-0.6802
O	0.0732	-0.0577	-0.4704
O	-0.0011	-0.0088	-0.6436
O	-0.2078	-0.0977	0.0379
O	-0.0443	0.0188	0.0321
O	0.3267	-0.3438	0.2139
O	-0.2011	0.2528	0.0053
O	-0.0596	0.0029	0.0111
O	0.0348	-0.0367	-0.2309
O	0.0291	-0.0397	-0.1082
O	0.0387	-0.0734	-0.0684
O	-0.0109	-0.0229	-0.1212
O	0.0027	0.0181	-0.0493
O	-0.0348	-0.0108	-0.1291
O	-0.0049	0.0656	0.0324
O	-0.0356	0.0439	0.1926
O	-0.2714	-0.2477	-0.0622
O	0.1594	0.1168	0.2543
O	0.1539	0.1678	-0.0115
O	-0.0961	0.1001	0.1722
O	-0.1849	0.1062	0.4012
O	-0.0662	0.0794	0.299
O	0.0224	-0.0705	-0.0076
Si	0.0139	-0.0427	0.1456
Si	0.1006	-0.0605	0.1334
Si	-0.0409	-0.0164	0.2124
Si	0.0674	0.0699	0.1651
Si	0.0382	-0.0426	0.0737
Si	-0.1048	0.0489	0.0833
Si	-0.1492	0.0995	-0.0307
Si	-0.0631	-0.1056	-0.1084
Si	-0.0758	-0.2455	0.1366
Si	-0.1915	0.0549	0.01
Si	0.1664	-0.0552	-0.0454
Si	0.1361	0.1176	-0.1256
Si	0.0641	-0.0891	0.0851
Si	-0.0517	0.0363	-0.1475
Si	0.0734	0.128	0.1921
Si	-0.0439	0.0092	-0.17
Si	-0.0461	0.3478	-0.3812
Si	0.0315	0.0438	-0.1076
Si	0.0241	-0.0041	0.0517
Si	-0.0214	0.0474	0.0804
Si	0.1201	-0.2057	-0.1778
Si	-0.0179	0.0449	0.0085
Si	0.0597	-0.035	0.1295
Si	0.0839	0.0156	0.1506
Si	0.0613	-0.0313	0.1529
Si	0.0457	-0.2226	-0.3099
Si	0.0121	-0.0089	0.0402
Si	0	0.0552	-0.1519
Si	0.0782	0.3893	-0.599
Si	-0.0182	-0.0246	0.0714
Si	0.1828	-0.2126	0.0289
Si	0.0969	0.0709	0.0251
Si	0.0078	0.0946	-0.0243
Si	0.0577	-0.145	0.0504
Si	0.1223	0.0923	-0.4595
Si	0.2217	-0.0031	0.3119
Si	0.0233	-0.0719	-0.0781
Si	-0.0446	0.0459	0.0627
O	-0.0181	-0.1558	0.1163
O	0.0204	-0.0185	-0.021
O	0.0737	-0.0318	0.1935
O	-0.0124	0.011	-0.0065
O	0.039	-0.0194	-0.0913
O	-0.0557	0.0802	0.0009
O	-0.0535	-0.0176	-0.1432
O	0.0043	0.0964	0.0007
O	-0.0016	0.0321	-0.099
O	0.0055	0.0939	0.2709
O	-0.1611	-0.3273	0.1864
O	0.0114	-0.0618	0.0099
O	-0.1399	-0.0904	-0.169
O	-0.0175	0.0238	0.0142
O	-0.0333	-0.0058	-0.0052
O	-0.1137	0.1012	-0.076
O	-0.032	0.0203	0.0008
O	0.1008	-0.133	0.1875
O	-0.0095	-0.0002	-0.0461
O	0.0181	-0.0016	0.0579
O	-0.0741	0.0135	-0.1079
O	-0.0079	-0.0326	-0.0509
O	-0.0072	-0.0063	-0.0669
O	-0.0892	0.179	0.0089
O	0.0158	-0.0102	-0.016
O	0.0955	-0.0968	0.026
O	0.0484	-0.0495	0.0732
O	0.0653	0.0265	-0.1544
O	-0.0922	-0.0237	-0.12
O	-0.0058	-0.0283	-0.086
O	-0.0177	0.0247	-0.0692
O	-0.0644	0.0355	0.0463
O	-0.002	-0.058	-0.1171
O	-0.1903	-0.1843	0.0645
O	-0.0193	-0.0384	-0.0425
O	0.0129	-0.0328	-0.0287
O	-0.0474	0.0056	-0.009
O	0.029	0.0192	-0.0471
O	0.0323	0.0366	-0.0363
O	-0.0436	-0.0444	0.0849
O	-0.0364	0.0167	0.0056
O	0.0119	0.034	-0.0069
O	-0.0702	-0.0391	-0.109
O	-0.0616	0.0067	-0.0577
O	0.0213	0.071	-0.0184
O	-0.0497	-0.0278	-0.0821
O	0.0393	0.0175	-0.0315
O	-0.0221	0.0117	0.1179
O	-0.0123	-0.0162	-0.0771
O	0.0105	-0.0176	-0.0433
O	0.0144	-0.0151	-0.0697
O	-0.0933	0.0425	0.1299
O	0.1523	0.0029	0.102
O	-0.0455	-0.0379	-0.014
O	-0.2124	0.207	0.2917
O	0.0664	0.0153	0.0145
O	-0.0175	0.001	0.0166
O	-0.0176	-0.037	0.061
O	-0.0154	0.0213	-0.0722
O	0.0392	-0.1248	-0.0125
O	0.0151	0.0476	0.0217
O	-0.0153	0.0772	0.0006
O	0.0554	-0.0276	0.0134
O	-0.0392	0.0437	0.0085
O	0.0902	0.1222	-0.1935
O	-0.01	0.0505	0.0341
O	-0.0819	0.062	-0.0854
O	0.0067	-0.1084	0.2081

The program warned: the cutoff lies below the one the program advises for these potential files; the forces do not sum to zero within the program's tolerance; the exchange-correlation potential is rough where the density is thin.
